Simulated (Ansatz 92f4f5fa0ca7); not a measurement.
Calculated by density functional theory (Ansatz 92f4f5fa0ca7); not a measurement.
Periodic cell of 234 atoms, Si146O88, from a study of silicon, its oxide and their interface. The atomic structure is a simulated model.
Doubt: the cutoff is low for norm-conserving oxygen, so forces and energies are approximate.
Doubt: the program's own warning below bears on the result.
This geometry differs little from another in the collection (a relaxation step or a small displacement).

Settings: functional HSE06; potential files SPMS norm-conserving; basis plane waves; wave-function cutoff 800 eV; density cutoff ratio 4; exchange-correlation grid ratio 1; k mesh 1 x 1 x 1, Gamma-centred; occupations fixed; spin none; net charge 0.

Cell vectors (angstrom)
a 11.6015 0 0
b 0 10.938 0
c 0 0 32.8229

Atoms: element, x, y, z (angstrom)
Si -0.0293 -0.185 24.3314
Si 3.5426 -0.0058 24.0656
Si 7.5539 -0.0099 23.962
Si 1.6883 1.3986 24.3574
Si 5.5781 1.2682 24.1156
Si 9.652 1.1685 24.1984
Si 0.0506 5.4012 24.2321
Si 3.902 5.4381 23.8576
Si 7.6927 5.3427 24.3027
Si 1.9323 6.8154 23.9467
Si 5.8626 6.8366 23.946
Si 9.668 6.6106 24.2118
Si 1.9205 2.8053 26.177
Si 5.6767 2.666 26.0617
Si 9.6075 2.6267 26.1107
Si -0.0544 4.0469 26.1551
Si 3.8444 4.1773 25.9757
Si 7.6485 3.9773 26.1811
Si 1.9575 8.0709 26.0211
Si 5.759 8.1922 25.9449
Si 9.6053 8.1475 26.0323
Si -0.0027 9.3775 26.1659
Si 3.8011 9.5449 26.0051
Si 7.695 9.5703 25.9606
Si -0.0038 -0.0376 27.99
Si 3.8446 -0.0412 27.9733
Si 7.6969 -0.0295 27.9521
Si 1.9338 1.3391 28.0168
Si 5.7546 1.3374 28.001
Si 9.6471 1.3064 28.0325
Si -0.0517 5.4757 28.0148
Si 3.8602 5.4664 27.9719
Si 7.673 5.4534 28.0175
Si 1.9192 6.79 27.9949
Si 5.7673 6.8596 27.9459
Si 9.6019 6.8129 27.9906
Si 1.9336 2.7345 29.9236
Si 5.8008 2.7345 29.9236
Si 9.6679 2.7345 29.9236
Si 0 4.1018 29.9236
Si 3.8672 4.1018 29.9236
Si 7.7343 4.1018 29.9236
Si 1.9336 8.2035 29.9236
Si 5.8008 8.2035 29.9236
Si 9.6679 8.2035 29.9236
Si 0 9.5708 29.9236
Si 3.8672 9.5708 29.9236
Si 7.7343 9.5708 29.9236
Si 0 0 31.8572
Si 3.8672 0 31.8572
Si 7.7343 0 31.8572
Si 1.9336 1.3673 31.8572
Si 5.8008 1.3673 31.8572
Si 9.6679 1.3673 31.8572
Si 0 5.469 31.8572
Si 3.8672 5.469 31.8572
Si 7.7343 5.469 31.8572
Si 1.9336 6.8362 31.8572
Si 5.8008 6.8362 31.8572
Si 9.6679 6.8362 31.8572
Si 1.9336 2.7345 0.9679
Si 5.8008 2.7345 0.9679
Si 9.6679 2.7345 0.9679
Si 0 4.1018 0.9679
Si 3.8672 4.1018 0.9679
Si 7.7343 4.1018 0.9679
Si 1.9336 8.2035 0.9679
Si 5.8008 8.2035 0.9679
Si 9.6679 8.2035 0.9679
Si 0 9.5708 0.9679
Si 3.8672 9.5708 0.9679
Si 7.7343 9.5708 0.9679
Si -0.0119 0.0255 2.878
Si 3.9003 0.0244 2.8882
Si 7.7474 0.0066 2.9339
Si 1.9639 1.3604 2.8689
Si 5.8285 1.4026 2.8834
Si 9.6529 1.3877 2.8849
Si 0.0178 5.5266 2.846
Si 3.9051 5.4923 2.9224
Si 7.7443 5.4907 2.926
Si 1.9772 6.8256 2.8531
Si 5.8333 6.8782 2.9388
Si 9.6535 6.8521 2.9313
Si 2.0314 2.7603 4.755
Si 5.8534 2.8865 4.7234
Si 9.709 2.8566 4.7319
Si 0.0778 4.0897 4.6753
Si 3.9092 4.2381 4.9366
Si 7.7835 4.2598 4.9567
Si 1.9381 8.2253 4.721
Si 5.8307 8.2882 4.8764
Si 9.6036 8.1362 4.9443
Si -0.0478 9.4465 4.6791
Si 3.8664 9.603 4.8178
Si 7.7661 9.6655 4.9575
Si 0.0684 -0.1347 6.5171
Si 3.9585 0.0594 6.7331
Si 7.8921 0.3703 6.7751
Si 1.9368 1.272 6.5838
Si 5.7984 1.5165 6.5791
Si 9.9508 1.4533 6.5619
Si 0.0286 5.3892 6.5957
Si 3.8412 5.7871 6.8978
Si 7.6432 5.5437 7.1051
Si 1.8005 6.9215 6.6551
Si 5.8285 7.1295 6.9515
Si 9.7905 6.7907 7.001
O 3.6597 5.1097 8.3814
O 1.4598 7.8343 8.0001
O 1.5293 2.2161 7.8683
O 5.4546 2.6322 7.7578
O 11.6061 10.0212 7.9711
O 7.2709 4.4653 8.337
O 10.4077 2.2515 7.952
O 10.399 7.7009 8.2767
O 4.0976 10.1528 8.1458
O 11.7735 4.4802 7.9665
O 5.8952 8.2526 8.1933
O 8.1643 10.8502 8.3469
O 7.2917 10.0665 22.5756
O 3.0555 10.0847 22.7064
O 9.707 7.157 22.6533
O 6.1022 7.7419 22.5622
O 7.7182 4.2141 23.0942
O 3.9447 4.3457 22.5947
O 10.2083 2.2029 23.0475
O 1.3033 2.2181 22.9547
O 0.3738 10.0078 22.8997
O 1.7581 7.8055 22.6204
O 5.5611 2.2534 22.8131
O -0.0411 4.4736 22.8694
Si 6.2914 -0.726 19.03
Si 8.8777 0.5786 18.3643
Si 4.2092 1.4031 14.7051
Si 1.2857 5.3559 17.0731
Si 8.1152 2.8315 16.7394
Si 5.283 6.0157 16.5917
Si 1.6761 9.3721 22.1586
Si 11.1381 3.0499 15.8243
Si 3.9632 7.6659 11.4607
Si 8.0676 -5.5472 13.7652
Si 2.0146 0.8175 12.6059
Si 6.2892 3.3045 8.9664
Si 17.4565 7.4681 14.0421
Si 7.6056 4.2397 21.4844
Si 6.8049 2.656 13.8842
Si 4.1253 12.3626 19.4147
Si 6.8669 8.8287 21.6101
Si 3.7386 3.4217 16.9771
Si 5.165 9.4013 9.1114
Si 3.0429 7.8061 17.1326
Si 11.7539 8.5596 8.649
Si -2.4987 6.9483 21.1742
Si 11.7976 2.9378 8.434
Si 1.3172 3.4374 11.1611
Si 1.9258 10.0166 19.0426
Si 16.727 9.6432 16.0612
Si 7.4872 11.4226 9.708
Si 11.2616 -0.47 13.7376
Si 11.4305 0.1213 16.7502
Si 3.8988 4.8772 9.9596
Si 8.1374 5.6231 16.8861
Si 10.4492 5.7322 18.8025
Si 9.9512 2.9015 20.0465
Si 1.2452 9.0777 11.6028
Si -0.0664 2.9163 22.4594
Si 4.8439 3.255 21.7784
Si 10.4748 3.7317 12.8144
Si 8.9864 1.0976 12.3041
O 1.9223 6.7697 16.5206
O 8.516 5.4384 15.3227
O -1.478 4.176 19.0781
O 8.5917 3.1195 20.8909
O 4.9098 7.785 12.7711
O 2.9696 0.3002 19.2646
O 5.2212 3.92 10.0289
O -3.3893 -2.6858 20.926
O 7.9128 -0.5278 19.0287
O 2.545 -2.2839 18.412
O 6.776 6.4725 17.0349
O 8.1003 5.6936 21.0184
O 5.7886 -1.2651 17.5652
O 5.5473 11.6018 19.3945
O 7.2765 13.5248 15.41
O 7.1198 2.0765 9.6277
O 14.7984 0.6786 13.6844
O 5.2646 2.2265 13.8043
O 9.4079 6.2367 17.658
O 7.0355 4.1851 13.4082
O 4.286 6.8522 17.5422
O 5.9728 -1.6853 20.315
O 16.5687 -6.4987 16.7038
O -1.7668 2.4601 12.0094
O 7.6355 1.5769 13.0381
O 6.07 4.0131 21.0224
O 1.4768 9.5846 20.5553
O 0.328 4.4372 16.1348
O 4.9204 0.2337 15.5745
O 4.3792 8.7395 10.3389
O 2.5108 4.3364 10.5713
O 0.4223 8.7451 10.2389
O 9.8028 1.4584 19.3555
O 8.525 11.2801 10.9387
O 4.2078 6.2147 10.7975
O 12.2246 11.7108 13.399
O 11.8343 1.6713 16.3674
O 9.7918 0.0203 13.232
O 10.2742 -4.2413 20.0921
O 11.8657 4.2249 12.124
O 7.8171 12.5049 17.662
O 13.5943 -0.4053 11.5371
O 14.0025 7.9556 11.8356
O 17.6238 8.8202 14.9596
O 5.131 6.3843 15.0167
O 6.162 10.4876 9.8011
O 11.8041 -1.7491 12.8661
O 7.2697 6.8023 13.5162
O 11.3391 2.838 20.871
O 11.3914 10.211 15.3432
O 7.7123 4.1871 17.4949
O 12.4202 10.5172 17.9352
O 0.3859 5.8289 18.3298
O 0.3508 2.8511 10.0174
O 9.4306 4.9986 12.9417
O 3.6616 -2.0371 16.0967
O 3.9763 2.3554 20.7453
O -0.7455 3.1059 14.2504
O 2.106 2.2457 11.8998
O 4.078 2.4305 18.1736
O 9.692 2.9819 16.5101
O 9.9173 10.8908 17.3066
O 3.4771 2.4903 15.67
O 2.4855 4.3364 17.4217

Results
free energy: -55958.343 eV
free energy less fixed offsets of O -447.96, Si -113.29 eV per atom: 2.477 eV
gap between the highest filled and lowest empty level on this k mesh: 1.483 eV

The program warned: the cutoff lies below the one the program advises for these potential files; the model core charge is not resolved on the grid; the forces do not sum to zero within the program's tolerance; the exchange-correlation potential is rough where the density is thin.
